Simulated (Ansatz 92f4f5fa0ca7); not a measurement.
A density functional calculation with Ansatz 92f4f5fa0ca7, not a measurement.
Periodic cell of 288 atoms, Si144O112H32, with a vacuum gap, from a study of silicon, its oxide and their interface. The atomic structure is a simulated model.

Settings
functional: r2SCAN
potential files: Ansatz PAW
basis: plane waves
wave-function cutoff: 800 eV
density cutoff ratio: 5
exchange-correlation grid ratio: 1
k mesh: 1 x 1 x 1, shifted by 0.5 0.5 0 of a step
self-consistency stop: 1e-11 eV per atom in the density residual
occupations: fixed
spin: none
net charge: 0
applied field: sawtooth along c, amplitude +0.015 V/angstrom in the program's sign convention, ramp centred at 0.9897 of c and 0.0206 of c wide, no dipole correction

Cell vectors (angstrom)
a 10.88 0 0
b 0 10.88 0
c 0 0 48.51

Atoms and the computed forces on them: element, x, y, z (angstrom), force x, y, z (eV/angstrom)
Si -1.5422 -5.9435 34.6476 -0.0048 0.0066 0.0353
Si 1.4343 -3.4025 34.6974 0.002 -0.0026 0.035
Si -1.7774 -0.2015 34.7888 -0.0011 -0.005 0.0302
Si 1.9027 -9.2825 34.9255 0.0004 0 0.0303
Si -6.1583 -6.7442 34.8137 -0.0011 -0.0049 0.0318
Si -3.7856 -3.7109 34.782 0.0022 0.0055 0.0302
Si 3.9585 -0.801 35.1694 0.0006 0.0097 0.0206
Si -4.0071 -8.9479 35.1915 -0.0077 0.0033 0.0118
Si 0.0509 -4.8076 35.9902 -0.0042 0.0054 -0.0125
Si 2.7102 -2.2863 36.351 -0.0037 0.0048 -0.0132
Si 0.0415 -10.2237 36.0802 0.003 0.0029 -0.0143
Si 2.9706 -7.6323 36.1586 0.004 -0.0074 -0.0146
Si -5.2788 -4.9522 36.115 0.007 -0.0027 -0.0148
Si -2.6764 -2.041 36.0413 -0.0017 -0.0026 -0.0153
Si 5.5027 0.4928 36.3683 -0.0056 0.0027 -0.0185
Si -2.545 -7.4851 36.2086 -0.0088 -0.0006 -0.014
Si -1.2837 -3.44 37.4132 -0.0029 0.0085 0.0009
Si 1.3276 -0.7905 37.5232 0.0027 0.0042 0.0055
Si -1.1923 -8.8679 37.5303 -0.0043 -0.0076 0.0106
Si 1.4851 -6.1978 37.36 0.0065 -0.0133 0.0116
Si 4.2042 -3.6289 37.5213 0.0089 0.01 0.0099
Si 6.9106 -0.8529 37.6016 0.0006 0.0018 0.0071
Si 4.1692 1.9093 37.6592 0.0006 0.0039 0.011
Si -3.9392 -6.1934 37.5816 -0.0091 -0.0055 0.0066
Si -2.599 -4.7936 38.8609 0.0008 0.0065 0.0246
Si 0.0353 -2.1525 38.8843 0.0097 0.0038 0.019
Si -2.5799 -10.2912 38.8519 -0.0067 -0.0066 0.02
Si 0.1698 -7.527 38.8411 -0.0038 -0.0022 0.0201
Si 2.8144 -4.9295 38.8496 -0.0014 -0.0011 0.0287
Si 5.5274 -2.2204 38.8914 -0.0049 0.0029 0.0158
Si 2.7425 0.5427 38.8953 0.0086 0.0037 0.011
Si 5.572 -7.584 38.9241 -0.0008 -0.0053 0.001
Si 1.3404 -1.3489 9.6582 0.0002 0.0075 -0.0227
Si 4.074 1.3754 9.641 -0.0064 -0.0112 -0.0225
Si 1.3368 4.0834 9.5911 -0.0077 0.0038 -0.0044
Si 4.1276 -4.0868 9.6072 -0.0065 -0.0076 -0.0079
Si 6.7953 -1.3916 9.5847 -0.0006 0.0041 -0.0066
Si -1.3275 1.3638 9.6101 0.0043 -0.0063 -0.0052
Si 6.8146 4.1159 9.696 0.0061 0.0065 -0.0244
Si -1.3858 -4.094 9.6903 0.0054 -0.0035 -0.0237
Si 2.7035 0.0249 10.9929 0.0007 0.005 -0.0095
Si 5.4337 2.7425 10.9956 -0.0065 0.0011 -0.0121
Si 2.7497 5.4098 10.8929 0.0014 -0.0066 -0.0073
Si 5.4762 -2.7393 10.9899 -0.0048 0.0049 -0.0074
Si -2.6984 -0.0417 10.8829 0.0009 0.0014 -0.0104
Si -0.0116 2.7559 10.987 0.0119 -0.0024 -0.0068
Si 8.1581 5.4566 11.1261 -0.0021 0.0079 -0.0063
Si -0.0246 -2.7228 11.0149 -0.0012 0.0011 -0.006
Si 1.3885 1.4263 12.3438 -0.0103 0.002 0.02
Si 4.0666 4.0937 12.3475 -0.0049 0.0108 0.0173
Si 1.398 -4.123 12.2377 0.0041 -0.0061 0.0184
Si 4.0568 -1.374 12.2881 0.0053 -0.0114 0.0081
Si -4.0486 1.3253 12.2072 0.007 -0.0075 0.009
Si -1.3709 4.0513 12.4623 0.0086 -0.0135 0.0082
Si 6.813 -4.0296 12.4989 -0.0093 0.0051 0.0073
Si -1.4052 -1.3615 12.351 -0.0066 0.0049 0.0157
Si -0.2401 0.2659 13.5276 0.0085 -0.0042 0.0099
Si 2.5461 2.9601 13.7412 0.0003 -0.0086 0.0127
Si 0.347 -5.6852 13.6052 -0.0012 0.01 0.0121
Si 2.8997 -2.9527 13.5795 -0.0022 0.0092 0.0167
Si 5.6371 -0.1761 13.5012 -0.0047 0.0038 0.0129
Si -2.5486 2.3609 13.66 -0.0076 -0.0033 0.0197
Si 5.1127 5.7195 13.6634 0.001 -0.0088 0.0204
Si -2.9962 -2.3442 13.8158 0.0036 0.0041 0.015
Si -0.3807 0.2795 26.7409 -0.0058 0.0003 0.0315
Si 3.8898 1.0895 15.7974 0.0057 -0.0043 0.0444
Si 1.6691 4.0401 23.5384 -0.0062 -0.0076 0.0377
Si 2.852 -2.7895 29.5666 0 0.0038 0.0389
Si 7.0423 0.9948 23.5368 -0.0019 0.0055 0.0451
Si 0.4662 -1.8953 25.2143 -0.0054 0.0078 0.047
Si 3.2329 -5.0999 32.6824 0.006 -0.0057 0.0422
Si 4.7782 -2.1576 19.7774 -0.0046 0.0109 0.031
Si 0.8783 4.8689 18.8112 0.0018 -0.0055 0.0476
Si 5.4446 0.5835 18.4149 0.0028 -0.0002 0.0528
Si -1.0724 -6.0643 31.558 0.01 -0.0009 0.0503
Si -2.3783 0.9379 18.3337 -0.0001 -0.0037 0.0511
Si 0.7535 -0.1534 20.9373 -0.0012 0.004 0.0335
Si 1.5931 -1.0824 15.6842 -0.0108 -0.0027 0.0414
Si 5.0445 -4.706 28.4563 -0.0093 -0.0036 0.0463
Si -3.4522 -6.4991 29.5872 0.0046 0.0024 0.0455
Si 1.6863 -7.078 30.6315 0.0019 0.0003 0.0471
Si 5.8718 5.3722 16.6119 -0.0138 0.0111 0.0469
Si -3.2644 -9.4341 26.5415 -0.0071 0.0138 0.0447
Si 1.215 -2.6995 22.4123 0.0034 0.0014 0.0435
Si 5.2934 4.8482 21.3632 0.0129 0 0.0443
Si 7.3077 4.0451 23.1349 -0.0104 0.0015 0.0383
Si 0.4379 -2.3729 27.8944 -0.0003 -0.014 0.0464
Si -2.228 0.0866 21.0781 -0.0008 0.0005 0.0436
Si 8.1512 -3.3161 16.7811 -0.0072 -0.0005 0.0506
Si -1.1058 -5.9275 24.3862 -0.0054 0.0009 0.035
Si 3.3599 -7.2632 28.0797 0.0011 0.0056 0.0472
Si -0.6691 -5.4024 16.3547 0.0046 0.0014 0.0475
Si -3.4232 -4.5744 25.0157 0.0009 0.0049 0.0351
Si 7.6708 -2.4889 19.6409 -0.0052 0.004 0.0518
Si 2.0797 -8.8946 25.7991 0.0003 0.0022 0.0422
Si 4.2455 2.0831 20.7437 -0.0098 0.0048 0.0351
Si -0.6055 -3.6199 20.0848 0.0141 0.0033 0.0411
Si 3.5907 -4.5491 23.4627 -0.002 0.0032 0.0372
Si -5.15 -9.1112 28.9699 -0.0055 -0.0001 0.0351
Si 3.8831 -4.871 18.8792 -0.0023 0.0125 0.0491
Si 0.0868 -1.0427 18.3302 -0.0006 0.0065 0.0522
Si 5.1045 -2.597 32.7533 0.0082 -0.0006 0.0396
Si 4.4719 -0.4326 22.3947 -0.0011 0.0014 0.0447
Si 5.1693 -3.0347 25.7695 0.008 -0.0018 0.0414
Si 0.0862 -3.302 30.5891 0.0388 0.0003 0.0398
Si 1.4938 2.7512 20.6982 0.0021 0.0039 0.0431
Si 2.1691 -9.7143 32.0788 -0.0061 -0.0014 0.0372
Si -2.468 -6.5306 26.8288 -0.0126 -0.0022 0.0308
Si 7.9696 3.3243 16.4605 0.0009 -0.0052 0.0437
Si 4.4774 -0.4351 30.8326 -0.0033 -0.004 0.0469
Si 3.3707 -0.7495 25.1947 -0.0018 -0.0039 0.0419
Si 0.1233 -1.2148 32.6502 0.0002 -0.0011 0.0384
Si -1.2295 -6.1874 40.1819 -0.0103 -0.0093 0.185
Si 1.4624 -3.5185 40.1814 -0.0168 0.0232 0.1752
Si -1.2787 -11.6568 40.2543 0.0056 -0.0024 0.19
Si 1.446 -8.9291 40.2451 0.0008 -0.0172 0.1886
Si 4.17 -6.2474 40.2526 0.0261 -0.0175 0.1882
Si 6.9004 -3.516 40.2669 0.0019 -0.0085 0.1995
Si 4.1522 -0.8242 40.2017 -0.0052 0.0171 0.1721
Si 6.9364 1.9211 40.2316 -0.0166 0.0199 0.1601
Si 0.115 -4.8609 41.5584 -0.0115 0.0248 0.3665
Si 2.8082 -2.169 41.5703 0.0177 0.0214 0.2875
Si 0.0884 -10.2931 41.6005 -0.0423 0.0074 0.3191
Si 2.8211 -7.6032 41.6067 0.0617 -0.0523 0.4247
Si 5.5303 -4.8772 41.6051 0.029 -0.0277 0.3445
Si -2.6404 -2.1317 41.6061 -0.0318 0.0301 0.4254
Si 5.5392 0.547 41.5386 0.0129 0.0417 0.2815
Si -2.5868 -7.568 41.554 -0.0133 -0.0485 0.2299
Si 1.3738 1.3601 6.9058 0.0017 -0.0539 -0.4011
Si 4.0881 4.0788 6.9256 0.0058 -0.0359 -0.2855
Si 1.3569 -4.0533 6.9488 -0.0156 -0.0267 -0.2696
Si 4.0736 -1.35 6.9325 -0.0204 0.0193 -0.3107
Si 6.797 1.3723 6.9495 -0.0141 0.0112 -0.2579
Si -1.3826 4.0932 6.9444 0.0654 0.0086 -0.3278
Si 6.8228 -4.1075 6.9074 -0.0128 0.0414 -0.4101
Si 9.5317 -1.3763 6.9259 -0.0032 0.0372 -0.298
Si 0.017 0.0006 8.2586 -0.0076 0.0028 -0.1874
Si 2.7133 2.7179 8.2676 0.0041 0.0089 -0.1887
Si -0.0283 -5.4119 8.2857 0.0337 -0.0423 -0.1701
Si 2.7265 -2.7049 8.3088 0.0103 -0.0063 -0.1751
Si 5.4298 0.0059 8.2848 0.0063 -0.0066 -0.1731
Si 8.1525 2.7408 8.3162 0.0258 -0.0264 -0.1793
Si 5.4759 5.4264 8.2707 -0.0335 0.0249 -0.195
Si 8.1727 -2.7572 8.2702 -0.0296 0.0431 -0.1921
O 5.5557 5.0275 15.0669 -0.0074 0.0037 -0.0389
O -2.2091 -3.567 20.3111 0.0024 0.0035 -0.0164
O 4.9433 5.2842 19.8617 -0.008 0.0012 -0.025
O -2.5694 -6.2803 30.9393 -0.0114 -0.0038 -0.0274
O -2.6517 -4.7906 34.3229 0.0082 -0.0024 -0.0085
O 0.4225 -0.3907 14.8444 -0.011 0.0068 -0.02
O 2.0256 -2.5844 28.1837 -0.0087 0.0048 -0.0198
O 3.7182 -3.2821 19.259 -0.0074 0.002 -0.0167
O -2.9645 -9.9861 34.4092 0.0029 0.0024 -0.0016
O -2.6172 0.6544 22.5282 0.0099 -0.0134 -0.023
O 3.8396 0.8988 21.7565 -0.0008 0.0107 -0.0123
O 2.8731 0.3035 34.6717 -0.0028 0.0013 -0.0139
O 0.8146 -2.2453 33.7092 -0.0049 0.0056 -0.0147
O 1.4172 4.0726 14.1521 0.0015 0.0001 -0.0166
O -1.3595 1.3183 14.0879 -0.0015 0.0045 -0.0084
O 5.3809 1.5569 19.7203 0.0047 -0.0083 -0.0271
O 3.4303 -1.3246 29.9589 -0.0056 -0.0109 -0.0239
O -2.2187 2.2979 17.4902 -0.0049 0.0171 -0.0276
O 3.6386 0.4894 31.8802 0.0078 -0.0078 -0.0217
O -0.6089 -4.5272 31.353 0.0006 0.0053 -0.0103
O 6.6946 2.5655 23.3611 -0.0068 0.0004 -0.0073
O -0.4762 -0.5792 25.357 0.0054 -0.0031 -0.0169
O -2.3075 -6.5818 28.4252 0.0067 -0.0054 -0.0324
O 2.9519 -5.9555 23.9294 -0.0017 0.0022 -0.0108
O 0.3458 -2.4921 23.7533 0.0083 -0.0066 -0.03
O 6.9999 0.4025 18.0057 -0.0001 0.0053 -0.0131
O 5.8851 -0.0125 23.0499 -0.0027 -0.0017 -0.021
O -0.2893 -2.3991 19.0942 0.0057 0.0073 -0.023
O 2.1831 -2.3669 14.9188 0.0064 -0.0086 -0.0261
O -0.3686 -3.1971 29.0333 -0.0033 0.0077 -0.0278
O 0.0377 -0.7834 27.9116 -0.0061 0.0076 -0.0258
O 5.0252 0.5984 14.7798 0.0078 -0.0028 -0.0277
O 6.7057 -1.2526 14.0971 0.0056 -0.0041 -0.0056
O 4.0152 -4.0249 14.1018 -0.0025 -0.0016 -0.0052
O -3.5525 -10.1483 25.1121 -0.0019 -0.0077 -0.0327
O -0.772 -0.5712 21.247 -0.0015 0.0063 -0.0215
O -1.1921 -0.5938 33.3307 0.0059 -0.0063 -0.0268
O -4.2346 -3.1803 25.0637 0.0036 0.0014 -0.0145
O 5.4446 0.5276 29.9685 0.0077 0.0172 -0.0274
O 3.188 2.4079 15.1542 -0.0084 0.0072 -0.0264
O -0.1881 -5.0353 19.4918 -0.0002 -0.0055 -0.0117
O 4.1543 -3.8337 24.7941 -0.0085 -0.0044 -0.026
O 0.9181 1.3912 21.3552 0 -0.0011 -0.02
O 2.0187 -8.6441 30.8826 -0.0006 0.0074 -0.0217
O 4.7148 -4.8961 22.3567 0.0052 -0.0036 -0.0264
O -0.4029 -1.9757 31.3422 0.0051 -0.0136 -0.0182
O 0.7716 -9.482 26.5536 0.003 -0.0033 -0.0051
O 0.5212 4.8416 17.2358 -0.0078 0.0083 -0.0292
O 0.2294 -3.4967 21.4415 -0.013 0 -0.0325
O 1.6215 -1.2666 21.7324 0.0041 0.0111 -0.0229
O -4.4095 -3.2027 33.3568 -0.0095 0.0121 -0.0202
O 1.6591 3.7647 21.947 -0.005 -0.0069 -0.0333
O 2.701 -7.7139 26.6884 -0.0021 -0.0064 -0.0261
O -1.9081 -4.4936 24.4031 0.0041 -0.0031 -0.0112
O -2.4527 -2.6432 15.333 0.0034 0.0096 -0.043
O 1.8317 -8.7672 33.3704 -0.0001 -0.0074 -0.0297
O -4.1903 -5.7517 24.1877 -0.0011 -0.0088 -0.0218
O 4.4143 -1.7162 33.9109 0.0105 -0.0104 -0.0265
O 4.8193 -0.8808 18.7661 0.0005 0.0107 -0.0233
O 0.3993 -5.8879 23.8784 0.0061 0.0022 -0.0183
O 4.5509 -1.6016 21.2824 0.0038 -0.0111 -0.0297
O -3.2891 -7.8304 26.3253 0.0033 0.0054 -0.0143
O -4.3876 -9.7359 27.6705 0.0136 -0.0005 -0.0266
O 5.3326 -3.6742 27.2416 0.0009 0.0087 -0.0365
O 0.9225 -1.5343 17.0619 0.0073 -0.004 -0.0331
O 7.9584 -2.319 18.0421 0.0118 -0.0101 -0.0308
O 2.1773 -4.525 33.7671 0.009 -0.0078 -0.0177
O 2.5162 -3.5829 22.7373 -0.0053 0.0074 -0.0207
O -3.2961 -5.1727 26.5206 0.0032 0.0092 -0.0203
O 6.8163 -4.2052 16.6703 -0.0051 0.0012 -0.0139
O 4.2218 -6.1701 33.3801 -0.0038 0.0032 -0.0176
O 0.0726 -2.9307 26.4108 0.0027 0.0058 -0.0258
O 4.5073 -5.1634 17.4087 0.0126 -0.0074 -0.0293
O -4.5291 -5.2873 29.2773 -0.0036 0.0048 -0.0133
O 2.4082 5.3621 19.0015 -0.0011 0.0019 -0.0195
O 2.8972 2.4477 19.9481 0 -0.0035 -0.0097
O 1.9929 -1.4863 25.5558 0.0041 0.0042 -0.0121
O 2.773 -0.0441 15.9825 -0.0001 -0.0001 -0.017
O 6.7076 4.0805 17.1587 -0.0006 -0.0012 -0.0139
O 0.6228 3.4322 19.5227 -0.0093 0.0099 -0.0212
O -0.118 -4.862 14.9384 0.0061 -0.003 -0.0329
O -1.4182 -4.2002 17.1212 0.0001 -0.0028 -0.019
O 2.4642 -5.9683 31.5472 -0.0087 -0.0114 -0.0261
O 7.713 -1.0908 20.47 -0.0093 -0.0061 -0.0179
O 4.2918 -5.9777 27.8136 -0.0006 0.0008 -0.0109
O 3.5538 -0.9294 23.6073 0.0066 0.0034 -0.0281
O 4.0392 -3.8839 29.437 0.0099 -0.0081 -0.0177
O -4.244 -7.9253 29.6394 -0.0035 -0.0044 -0.0146
O 4.6298 -1.5033 25.9087 -0.0042 0.0009 -0.0145
O 1.1189 -0.0606 32.1329 0.0058 0.0017 -0.0122
O -1.1151 -6.4897 25.9262 0.0083 0.004 -0.0257
O 1.7264 -3.3287 30.635 0.0258 -0.0036 -0.0275
O 1.6625 -8.2283 24.3743 -0.0017 0.008 -0.0231
O 0.0777 -6.9314 30.8099 0.0048 0.0041 -0.0202
O -1.0836 -6.4486 33.1482 0.0026 -0.002 -0.0284
O 5.4137 -1.5405 31.5714 -0.0071 0.0101 -0.0285
O 2.1833 -6.8386 29.1097 0.0106 -0.006 -0.0308
O 4.65 3.3796 21.6022 -0.0092 -0.0068 -0.0079
O 3.2042 -10.065 25.5946 -0.0035 -0.0043 -0.0128
O 4.6004 1.3069 17.2341 -0.0114 -0.001 -0.0341
O 7.5172 2.6532 15.0543 0.0042 -0.0093 -0.0358
O 1.0471 -0.2099 19.3416 -0.004 0.0008 -0.029
O -1.7729 4.3655 16.0112 0.0016 -0.0039 -0.0165
O 4.2839 -8.4805 28.6113 -0.0022 0.0069 -0.0102
O -1.9663 3.9913 23.3775 -0.0134 -0.0108 -0.0157
O -2.2313 1.2432 19.9326 -0.0032 -0.0013 -0.0273
O 4.1384 -3.8092 32.2418 -0.0007 0.0003 -0.0157
O 6.8746 4.6145 21.6712 -0.0044 0.0077 -0.0216
O 6.1594 -2.9975 19.7832 0.0038 -0.0048 -0.0079
O -1.8027 -9.912 27.0652 -0.0026 -0.0003 -0.0171
O -5.0538 -7.9157 34.4018 -0.0063 0.0047 -0.0007
O -1.205 -0.1258 17.9405 -0.0006 0.0047 -0.0196
H -0.7117 -4.044 42.4908 0.2957 -0.2353 -0.2842
H 0.9287 -5.6908 42.4908 -0.2775 0.3137 -0.2844
H 3.6403 -2.9803 42.5027 -0.3545 0.2637 -0.2841
H 1.996 -1.3377 42.5027 0.2252 -0.308 -0.2957
H -0.7297 -9.4676 42.533 0.2971 -0.3775 -0.2312
H 0.9089 -11.1162 42.533 -0.2196 0.3094 -0.2777
H 2.0022 -6.7785 42.5391 0.29 -0.2944 -0.2568
H 3.6433 -8.4246 42.5391 -0.3103 0.283 -0.2352
H 4.7146 -4.0494 42.5375 0.3283 -0.2904 -0.2589
H 6.3539 -5.6972 42.5375 -0.3438 0.2347 -0.2435
H -1.8157 -2.9505 42.5386 -0.2386 0.2728 -0.2687
H -3.4663 -1.314 42.5386 0.3548 -0.3644 -0.2121
H 4.7214 1.3728 42.4711 0.2714 -0.288 -0.3012
H 6.3635 -0.2722 42.4711 -0.3903 0.3011 -0.283
H -1.7766 -8.4013 42.4865 -0.2457 0.4123 -0.2753
H -3.4284 -6.7665 42.4865 0.3252 -0.2231 -0.3057
H 0.549 2.179 5.9733 0.2552 -0.2594 0.2658
H 2.2005 0.5433 5.9733 -0.3313 0.336 0.2344
H 3.2676 4.902 5.9932 0.2935 -0.2358 0.2723
H 4.9003 3.2475 5.9932 -0.3342 0.3201 0.2373
H 0.5467 -3.22 6.0164 0.3722 -0.3331 0.2555
H 2.175 -4.8788 6.0164 -0.2761 0.2452 0.2868
H 4.8925 -2.1746 6 -0.2474 0.2361 0.2944
H 3.2599 -0.5201 6 0.3051 -0.3572 0.2592
H 5.9649 2.1837 6.0171 0.3409 -0.3065 0.2601
H 7.6127 0.5445 6.0171 -0.2185 0.2992 0.2878
H -0.5568 3.2754 6.012 -0.2588 0.2425 0.2926
H -2.207 4.9124 6.012 0.3627 -0.3954 0.2563
H 7.6406 -4.9332 5.975 -0.3799 0.3883 0.2222
H 6.0006 -3.2861 5.975 0.2432 -0.236 0.2737
H 8.708 -0.5564 5.9935 0.23 -0.29 0.2664
H 10.3733 -2.1779 5.9935 -0.3711 0.3372 0.2355

Results
free energy: -156493.582 eV
free energy less fixed offsets of H -15.71, O -570.45, Si -639.56 eV per atom: -3.822 eV

The program warned: the cutoff lies below the one the program advises for these potential files; the forces do not sum to zero within the program's tolerance; empty levels may hold ghost states of the PAW files; the exchange-correlation potential is rough where the density is thin.
